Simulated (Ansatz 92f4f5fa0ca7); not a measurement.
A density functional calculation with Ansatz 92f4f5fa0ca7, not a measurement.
Periodic cell of 221 atoms, Si132O88H1, from a study of silicon, its oxide and their interface. The atomic structure is a simulated model.
Doubt: the cutoff is far below the 930 eV that the study's wrapper takes by default for these files, so forces and energies are approximate.
This geometry differs little from another in the collection (a relaxation step or a small displacement).

Settings
functional: PBE
potential files: Ansatz PAW
basis: plane waves
wave-function cutoff: 580 eV
density cutoff ratio: 5
exchange-correlation grid ratio: 1
k mesh: 1 x 1 x 1, Gamma-centred
self-consistency stop: 5e-08 eV per atom in the density residual
occupations: fixed
spin: none
net charge: +1 e, with a uniform compensating background and no finite-size correction

Cell vectors (angstrom)
a, 10.938, 0, 0
b, 0, 10.938, 0
c, 0, 0, 32.568

Atoms and the computed forces on them: element, x, y, z (angstrom), force x, y, z (eV/angstrom)
Si, -0.2665, 0.2898, 25.1731, 0.0013, -0.0002, 0.0031
Si, 5.6637, -0.2943, 25.1645, 0.0007, -0.0007, -0.0045
Si, 2.3609, 2.9943, 25.0911, 0.0014, -0.001, 0.0031
Si, 8.4623, 2.5107, 25.144, 0.0011, 0.0008, -0.0023
Si, 0.128, 5.2314, 24.9619, 0.0002, -0.0007, -0.002
Si, 5.2168, 5.7845, 25.1006, 0.0003, -0.001, 0.0029
Si, 2.9785, 7.9982, 25.0591, 0.0002, 0.0002, -0.0027
Si, 7.8915, 8.4322, 25.0984, 0.0011, -0.0001, 0.0024
Si, 1.3021, 1.4279, 26.4885, -0.0001, 0.0004, -0.0018
Si, 6.8198, 1.3607, 26.3979, -0.0015, 0.0014, 0.0026
Si, 4.0431, 4.1322, 26.3398, -0.0004, 0.0007, -0.0005
Si, 9.5783, 4.1144, 26.4331, -0.0007, 0.0013, 0.0013
Si, 1.3243, 6.829, 26.2994, -0.0009, 0.0016, 0.0028
Si, 6.782, 6.8762, 26.4665, -0.0004, 0.0005, -0.0021
Si, 4.0827, 9.5315, 26.4758, -0.0013, 0.0015, 0.0011
Si, 9.5189, 9.578, 26.3955, -0.0003, 0.0007, 0.0001
Si, 2.715, 0.0204, 27.7781, -0.001, 0.0004, 0.0018
Si, 8.184, 0.01, 27.7976, 0.0012, -0.0013, 0.0002
Si, -0.0298, 2.7759, 27.8489, 0.0007, -0.0006, 0.0013
Si, 5.4371, 2.7587, 27.7342, -0.0006, 0.0004, 0.0015
Si, 2.6992, 5.4926, 27.7538, 0.0009, -0.0016, 0.0004
Si, 8.1875, 5.4851, 27.7708, -0.0006, 0.0002, 0.0021
Si, -0.0096, 8.2047, 27.7306, -0.0006, 0.0002, 0.0015
Si, 5.4501, 8.2145, 27.8533, 0.0009, -0.0012, 0.0017
Si, 4.1018, 1.3673, 29.1497, 0.0206, 0.1126, -0.1729
Si, 9.5708, 1.3673, 29.1497, -0.1751, -0.0109, 0.2676
Si, 1.3673, 4.1018, 29.1497, 0.113, 0.2701, 0.2473
Si, 6.8362, 4.1018, 29.1497, -0.122, -0.0161, -0.2417
Si, 4.1018, 6.8362, 29.1497, -0.2872, -0.1738, 0.1947
Si, 9.5708, 6.8362, 29.1497, 0.0503, 0.0606, -0.2118
Si, 1.3673, 9.5708, 29.1497, -0.1144, -0.0603, -0.2296
Si, 6.8362, 9.5708, 29.1497, 0.026, 0.1468, 0.358
Si, 0, 0, 30.517, -0.0327, -0.0199, -0.0187
Si, 5.469, 0, 30.517, 0.0791, -0.0161, 0.003
Si, 2.7345, 2.7345, 30.517, 0.0203, 0.0421, -0.0188
Si, 8.2035, 2.7345, 30.517, -0.0178, -0.1146, 0.0029
Si, 0, 5.469, 30.517, 0.0731, 0.0022, -0.007
Si, 5.469, 5.469, 30.517, -0.0697, -0.0457, -0.0121
Si, 2.7345, 8.2035, 30.517, 0.0188, -0.0667, -0.002
Si, 8.2035, 8.2035, 30.517, 0.0181, 0.0362, -0.0199
Si, 1.3673, 1.3673, 31.8842, -0.0003, 0.0004, -0.02
Si, 6.8362, 1.3673, 31.8842, -0.0263, 0.0641, -0.0049
Si, 4.1018, 4.1018, 31.8842, 0.021, -0.0257, 0.0015
Si, 9.5708, 4.1018, 31.8842, 0.0139, 0.062, -0.0369
Si, 1.3673, 6.8362, 31.8842, -0.0868, 0.005, -0.0205
Si, 6.8362, 6.8362, 31.8842, 0.0136, 0.024, -0.0253
Si, 4.1018, 9.5708, 31.8842, -0.0421, 0.0228, -0.0274
Si, 9.5708, 9.5708, 31.8842, -0.0094, -0.0123, -0.0067
Si, 2.7345, 0, 0.6835, 0.0424, -0.0431, 0.0271
Si, 8.2035, 0, 0.6835, -0.001, -0.0082, 0.0094
Si, 0, 2.7345, 0.6835, -0.023, -0.0269, 0.0131
Si, 5.469, 2.7345, 0.6835, 0.019, -0.0342, 0.0299
Si, 2.7345, 5.469, 0.6835, 0.0013, 0.0466, 0.0017
Si, 8.2035, 5.469, 0.6835, 0.0053, -0.0447, 0.0232
Si, 0, 8.2035, 0.6835, 0.0661, -0.0147, 0.0208
Si, 5.469, 8.2035, 0.6835, -0.0021, -0.0075, 0.018
Si, 4.1018, 1.3673, 2.0507, -0.0525, 0.0684, 0.0039
Si, 9.5708, 1.3673, 2.0507, 0.0567, 0.0341, 0.0063
Si, 1.3673, 4.1018, 2.0507, -0.0242, 0.0309, 0.0178
Si, 6.8362, 4.1018, 2.0507, -0.0048, 0.0587, 0.0218
Si, 4.1018, 6.8362, 2.0507, -0.0275, -0.0539, -0.0153
Si, 9.5708, 6.8362, 2.0507, -0.0239, 0.0211, 0.0268
Si, 1.3673, 9.5708, 2.0507, -0.0894, 0.0155, 0.0101
Si, 6.8362, 9.5708, 2.0507, 0.0783, 0.0119, -0.0072
Si, 0, 0, 3.418, 0.2064, 0.082, -0.345
Si, 5.469, 0, 3.418, 0.1183, 0.0645, 0.4534
Si, 2.7345, 2.7345, 3.418, 0.2932, -0.2444, 0.0498
Si, 8.2035, 2.7345, 3.418, -0.09, -0.1768, 0.0894
Si, 0, 5.469, 3.418, 0.0094, -0.1839, -0.0745
Si, 5.469, 5.469, 3.418, -0.1993, -0.1093, -0.2676
Si, 2.7345, 8.2035, 3.418, 0.2569, 0.0712, 0.0609
Si, 8.2035, 8.2035, 3.418, -0.137, 0.1584, -0.1968
Si, 1.43, 1.2994, 4.7807, -0.0045, 0.0009, 0.0036
Si, 6.8581, 1.3733, 4.8602, 0, -0.0005, -0.0003
Si, 4.1752, 4.039, 4.7973, -0.0033, -0.0005, -0.0104
Si, 9.5796, 4.0717, 4.7744, -0.0045, 0.0015, 0.0003
Si, 1.4108, 6.7947, 4.7511, -0.0033, 0.0012, -0.0013
Si, 6.7771, 6.8721, 4.7371, -0.0004, 0.0136, -0.0064
Si, 4.124, 9.5616, 4.8337, -0.0035, 0.0052, 0
Si, 9.5642, 9.6102, 4.7394, -0.0014, 0.0032, 0.0177
Si, 2.8181, -0.0169, 6.268, 0.0018, -0.0081, -0.0048
Si, 8.2668, 0.0214, 6.2259, 0.0075, -0.0142, 0.0014
Si, 0.0356, 2.6656, 6.0932, 0.0048, -0.0073, 0.0064
Si, 5.5669, 2.758, 6.3262, 0.0116, -0.0085, -0.0038
Si, 2.7718, 5.4036, 6.1018, 0.0008, 0.0048, 0.0125
Si, 8.1507, 5.4872, 6.0083, 0.0158, -0.0128, -0.0085
Si, 0.0518, 8.2347, 5.9915, -0.0028, 0.0027, -0.013
Si, 5.4695, 8.1965, 6.2354, 0.0016, -0.0073, 0.011
Si, 3.9281, 1.6311, 7.6272, -0.0076, 0.0009, 0.0095
Si, 9.986, 1.0801, 7.5272, 0.0021, 0.005, -0.023
Si, 1.6149, 3.7895, 7.3755, -0.0092, 0.0084, -0.0048
Si, 6.718, 4.4841, 7.5819, -0.0071, 0.0021, 0.0227
Si, 4.302, 6.5266, 7.4734, -0.017, 0.0149, -0.0047
Si, 9.3561, 7.0851, 7.1549, -0.0064, 0.0166, 0.0093
Si, 1.1942, 9.6576, 7.4526, -0.0034, 0.0057, -0.0131
Si, 7.1709, 9.2988, 7.4822, 0.0044, 0.0053, -0.0224
O, 1.2693, 4.1079, 24.5042, 0.0002, -0.0006, 0.0005
O, 6.7902, 9.5669, 24.5964, -0.0013, -0.0003, 0.0023
O, 2.7398, 2.727, 7.9348, 0.0082, -0.0019, -0.0056
O, 8.3116, 8.1597, 7.8621, 0.0033, -0.0072, 0.0023
O, 5.488, 5.506, 8.0241, 0.0015, -0.0006, -0.0176
O, 0.0892, -0.1467, 7.9134, -0.0042, 0.0033, 0.0152
O, 4.1008, 6.8847, 24.5517, 0.0017, 0.0001, 0.0017
O, 9.5592, 1.3864, 24.6092, 0.0009, -0.0011, 0.0006
O, 1.6395, 8.864, 8.8436, 0.0008, -0.002, -0.0006
O, 0.8812, 4.2593, 8.7702, -0.0037, 0.0014, 0.0116
O, 9.7318, 1.735, 9.048, 0.0012, -0.0041, 0.0109
O, 6.6833, 9.8899, 8.9568, 0.0007, 0.0017, 0.0126
O, 4.453, 1.2283, 9.152, 0, 0.0017, -0.003
O, 3.4731, 6.9583, 8.837, 0.0071, -0.0055, 0.0145
O, 7.5524, 4.1911, 9.0081, 0.0003, -0.0016, -0.0035
O, 10.0446, 6.2452, 8.3649, 0.0036, -0.0047, 0.0002
O, 2.9061, 2.1533, 23.7762, 0.0007, -0.0005, -0.0014
O, 4.8355, 0.2528, 23.8484, 0.0005, 0.0001, 0.0007
O, 7.9184, 3.3048, 23.8014, -0.0009, 0.0005, 0
O, 10.2956, 5.7714, 23.5734, -0.0005, 0.0009, -0.0005
O, 8.4251, 7.6852, 23.7244, 0.0008, -0.0002, -0.0015
O, 2.4274, 8.7534, 23.6871, -0.0004, -0.0001, 0.0004
O, 6.0409, 5.2553, 23.7651, 0.0002, -0.0001, -0.0008
O, 0.5228, 10.6364, 23.8585, 0.0011, -0.002, -0.0024
Si, 3.2239, 9.2627, 11.913, 0.0133, -0.0069, 0.0027
Si, 8.2153, 4.7883, 10.3739, 0.0032, 0.001, -0.0022
Si, 7.0782, 4.7318, 17.5087, -0.0008, 0.0015, 0.0002
Si, 4.2927, 1.6002, 23.1354, -0.0008, 0, 0.0021
Si, 12.3715, 3.2857, 19.2566, 0.0006, 0.0006, 0.0002
Si, 8.0177, -2.9718, 14.5159, -0.0056, 0.0037, -0.0012
Si, 1.082, 9.3711, 23.0162, 0, 0.002, 0.0016
Si, 4.0454, 12.9005, 20.1281, 0.0007, -0.0014, 0.0019
Si, -2.3588, 2.9536, 12.6477, 0.0011, 0.0004, -0.0003
Si, -3.9178, 14.1885, 20.1688, -0.0005, 0.0013, 0.0016
Si, 1.098, -4.6157, 18.5421, 0.0052, -0.0035, 0.0004
Si, 0.8838, 11.2047, 12.456, -0.0027, 0.0035, -0.0034
Si, 10.3318, 9.7706, 14.8529, -0.0042, -0.0029, -0.0006
Si, -6.0107, 3.1092, 16.0722, -0.0005, -0.0002, 0.0007
Si, 7.1955, 10.2631, 10.4552, 0.0114, -0.0044, 0.0004
Si, 0.6629, 17.648, 15.503, 0.0003, 0.0006, -0.0023
Si, -1.3843, 4.1773, 15.4336, 0.0001, 0.0008, 0.0008
Si, 0.0026, 5.4409, 9.4218, 0.0049, -0.003, -0.0065
Si, 5.0109, 7.4221, 13.4929, 0.0037, 0.0072, 0.0006
Si, 6.5632, 3.8675, 23.1061, -0.0004, 0.0003, 0.0031
Si, 7.4659, 7.655, 17.3898, 0.0002, 0.0037, -0.0008
Si, 9.8142, 1.0513, 10.5279, -0.0047, -0.0027, -0.0059
Si, 2.1852, 11.5929, 18.2132, 0.001, -0.0009, 0.0008
Si, 9.7743, 1.8574, 19.7621, -0.0004, -0.0001, 0.0012
Si, 4.6458, 0.7763, 10.6921, 0.0005, 0.0034, -0.0034
Si, 3.02, 2.2048, 13.0283, 0.0045, 0.0008, 0.0034
Si, 2.2064, 7.5639, 9.6486, 0.0013, -0.0047, -0.0069
Si, 5.8988, 9.6341, 15.6331, 0.0008, -0.0023, -0.0062
Si, 3.1815, 5.0148, 14.4448, 0.0037, 0.0038, -0.0015
Si, 9.6957, 7.1349, 22.874, -0.0013, 0.0001, 0.0016
Si, 11.2869, 10.2119, 20.2613, 0.0007, -0.0011, 0.0014
Si, 7.2972, -3.6038, 11.7452, -0.0062, 0.0043, 0.0026
Si, -1.3786, 7.5481, 19.8064, -0.0008, 0.0022, 0.0003
Si, 3.6164, 0.5352, 15.7679, 0.0035, -0.0029, 0.0012
Si, 9.6336, 12.3504, 16.564, 0, -0.0009, -0.0004
Si, 7.0682, 1.5005, 14.775, -0.0021, -0.0041, 0.0013
O, 4.334, 9.9679, 15.7748, -0.0026, 0.0038, 0.0009
O, 10.2578, -0.0647, 16.0922, 0.0012, 0.0017, 0.0009
O, 8.7046, -0.1298, 10.565, -0.01, 0.001, -0.0017
O, 0.1679, 8.272, 15.0332, 0.0018, -0.0016, 0.0004
O, 4.382, -4.7914, 14.234, -0.0033, -0.0033, 0.0002
O, 2.827, 14.0349, 20.1267, -0.0004, 0.0011, -0.0007
O, 1.8697, 5.9858, 14.6149, -0.0001, 0, 0.001
O, -1.7736, 14.8223, 13.8664, 0.0004, -0.0005, 0.0004
O, -2.8584, 1.5285, 16.0433, 0.0016, 0.0004, 0.0009
O, -1.0816, 4.7869, 10.4573, -0.0021, -0.001, 0.0022
O, 10.4823, -4.4858, 19.0307, 0.0039, -0.0013, -0.0021
O, 8.3223, 7.3621, 15.9852, 0.0001, -0.0024, 0.0027
O, -3.1841, 1.718, 13.3323, 0.0006, 0.0002, -0.0005
O, 3.4448, 12.1644, 14.3042, 0, 0, -0.0003
O, 1.3649, 9.8983, 21.4925, -0.0005, 0.0011, 0
O, 8.1971, 7.1285, 13.1514, 0.0025, -0.0008, -0.0019
O, 8.2784, 2.2022, 20.3258, 0.001, -0.0002, -0.0005
O, 10.3146, 8.9655, 19.9346, 0.0003, 0.0006, 0.0001
O, 4.0574, 1.2369, 21.5731, -0.0001, 0.0009, -0.0006
O, -3.7395, 8.9028, 11.3834, 0.0027, 0.0011, -0.0035
O, 6.8577, 4.1233, 21.526, 0.0005, -0.0001, -0.0008
O, 8.2963, 7.8593, 18.7612, 0.0025, -0.0014, 0.0015
O, 12.2021, 10.4677, 18.9301, 0.0004, 0.0003, 0.0001
O, 6.5763, 6.3025, 17.5188, -0.0003, -0.0011, -0.0004
O, -2.6939, 4.4788, 16.3877, 0.0005, -0.0004, 0.001
O, 9.6547, 2.1905, 11.6941, -0.0008, 0.001, 0.002
O, 10.7811, 10.6805, 13.5899, -0.0039, -0.0005, 0.004
O, 5.9449, 2.701, 14.8447, 0.0002, 0.0003, -0.0001
O, 6.4758, 10.9087, 14.8395, 0.0008, 0.0037, 0.0016
O, -0.5094, 16.5016, 15.4495, 0.0007, -0.0009, -0.0006
O, -2.1738, -1.5505, 14.4619, 0.0065, 0.0012, 0.0023
O, 4.0036, 1.8441, 11.7689, 0.0026, 0.0005, -0.0008
O, -7.34, 11.7433, 19.0396, 0.0001, 0.0008, -0.0003
O, 2.7459, 7.9511, 11.1353, -0.0028, -0.009, 0.0036
O, 5.8017, 6.8641, 12.2171, 0.0025, 0.0032, 0.0024
O, 2.1188, -3.8144, 19.524, -0.0078, -0.1084, 0.0231
O, 6.2291, 8.2611, 14.5434, -0.0032, -0.0037, -0.0036
O, 9.1974, 6.9685, 21.2971, 0.0003, -0.0002, 0.0009
O, 1.474, 12.7052, 12.754, -0.0055, 0.0036, 0.0007
O, -0.052, 8.2243, 22.9244, 0.0003, -0.0002, 0.0001
O, 6.5813, 9.0228, 16.9886, 0.0027, -0.003, 0.0045
O, -3.414, 4.2866, 18.998, 0.0008, -0.0005, 0.0006
O, 2.3005, 0.1843, 16.643, -0.0012, 0.0005, 0.0011
O, -0.0374, 3.0564, 19.9734, 0.0001, 0, -0.0007
O, 1.4689, 4.7435, 18.5602, -0.0002, 0.0066, -0.0001
O, 3.9976, 10.2253, 10.8805, 0.0052, -0.0002, -0.0056
O, 5.4043, 2.7598, 23.2967, 0.0008, 0.0002, -0.0002
O, 3.6768, 4.109, 15.716, 0.0012, -0.0013, 0.0003
O, 5.5637, 13.4794, 19.8208, 0.0005, 0.0004, -0.0002
O, -3.2481, 3.9213, 11.6696, 0.0004, -0.0005, 0.0006
O, 4.1028, 8.7061, 13.1929, 0.0022, -0.0085, -0.0003
O, 6.2261, 0.5156, 11.0308, 0.0063, 0.0019, 0.0009
O, 9.6158, 1.4495, 18.1773, 0.0006, -0.0001, 0.0012
O, -0.6136, 13.7489, 15.9807, 0.0011, -0.0005, -0.0005
O, 4.4461, 1.6532, 16.6341, 0.0007, 0, -0.0003
O, 1.494, 13.0637, 18.1003, 0.0006, 0.0009, -0.0006
O, 5.7534, -7.0717, 17.2097, 0.001, 0.0002, -0.0003
O, 1.0463, 6.5012, 10.0705, -0.0031, -0.0025, 0.0002
O, 1.2232, 6.9039, 17.0128, -0.0004, -0.0014, 0.0029
O, 2.0485, 10.0948, 12.6087, -0.0078, 0.0022, 0.0073
O, 7.7792, 6.3685, 10.5673, -0.0012, -0.0003, 0.0011
O, 11.211, 0.2946, 10.9487, 0.0004, -0.0006, 0.0003
O, 10.338, 11.4989, 20.5734, -0.0002, 0.0006, 0.0001
O, 3.0472, 3.8447, 13.2821, 0.0006, 0.0012, 0.0011
H, 2.5198, -2.9888, 19.2251, 0.006, 0.103, -0.0237

Results
free energy: -133981.915 eV
free energy less fixed offsets of H -15.97, O -568.88, Si -635.61 eV per atom: -3.985 eV

The program warned: the cutoff lies below the one the program advises for these potential files; the forces do not sum to zero within the program's tolerance; the exchange-correlation potential is rough where the density is thin.
